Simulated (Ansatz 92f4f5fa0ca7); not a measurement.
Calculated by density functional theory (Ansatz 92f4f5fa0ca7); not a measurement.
Periodic cell of 226 atoms, Si134O92, from a study of silicon, its oxide and their interface. The atomic structure is a simulated model.
Doubt: the cutoff is far below the 930 eV that the study's wrapper takes by default for these files, so forces and energies are approximate.

Settings: functional PBE; potential files Ansatz PAW; basis plane waves; wave-function cutoff 580 eV; density cutoff ratio 5; exchange-correlation grid ratio 1; k mesh 1 x 1 x 1, Gamma-centred; self-consistency stop 5e-08 eV per atom in the density residual; occupations fixed; spin none; net charge 0.

Cell vectors (angstrom)
a	10.938	0	0
b	0	10.938	0
c	0	0	32.7927

Atoms: element, x, y, z (angstrom)
Si	0.1142	-0.3248	25.5109
Si	6.003	-0.4972	25.2918
Si	2.7965	2.6754	25.0893
Si	8.0095	3.3405	24.9836
Si	-0.4884	6.1691	25.3601
Si	5.4074	5.1963	25.2454
Si	2.6468	8.6325	25.3954
Si	8.1632	8.2362	25.8318
Si	1.2749	1.4717	26.5131
Si	6.9969	1.4348	26.3091
Si	4.0938	3.9106	26.6683
Si	9.5004	4.3262	26.5598
Si	1.4371	6.9114	26.548
Si	6.5919	6.7711	26.6807
Si	4.2132	9.7141	26.7511
Si	9.619	9.5659	27.0146
Si	2.6931	0.1237	27.9807
Si	8.1657	0.1178	28.0123
Si	-0.0715	2.8314	27.9301
Si	5.5684	2.6277	27.945
Si	2.7341	5.429	27.9444
Si	8.1013	5.5167	28.0251
Si	0.1105	8.1291	28.1112
Si	5.4039	8.2189	28.0763
Si	4.1018	1.3673	29.3745
Si	9.5708	1.3673	29.3745
Si	1.3673	4.1018	29.3745
Si	6.8362	4.1018	29.3745
Si	4.1018	6.8362	29.3745
Si	9.5708	6.8362	29.3745
Si	1.3673	9.5708	29.3745
Si	6.8362	9.5708	29.3745
Si	0	0	30.7417
Si	5.469	0	30.7417
Si	2.7345	2.7345	30.7417
Si	8.2035	2.7345	30.7417
Si	0	5.469	30.7417
Si	5.469	5.469	30.7417
Si	2.7345	8.2035	30.7417
Si	8.2035	8.2035	30.7417
Si	1.3673	1.3673	32.109
Si	6.8362	1.3673	32.109
Si	4.1018	4.1018	32.109
Si	9.5708	4.1018	32.109
Si	1.3673	6.8362	32.109
Si	6.8362	6.8362	32.109
Si	4.1018	9.5708	32.109
Si	9.5708	9.5708	32.109
Si	2.7345	0	0.6835
Si	8.2035	0	0.6835
Si	0	2.7345	0.6835
Si	5.469	2.7345	0.6835
Si	2.7345	5.469	0.6835
Si	8.2035	5.469	0.6835
Si	0	8.2035	0.6835
Si	5.469	8.2035	0.6835
Si	4.1018	1.3673	2.0507
Si	9.5708	1.3673	2.0507
Si	1.3673	4.1018	2.0507
Si	6.8362	4.1018	2.0507
Si	4.1018	6.8362	2.0507
Si	9.5708	6.8362	2.0507
Si	1.3673	9.5708	2.0507
Si	6.8362	9.5708	2.0507
Si	0	0	3.418
Si	5.469	0	3.418
Si	2.7345	2.7345	3.418
Si	8.2035	2.7345	3.418
Si	0	5.469	3.418
Si	5.469	5.469	3.418
Si	2.7345	8.2035	3.418
Si	8.2035	8.2035	3.418
Si	1.3286	1.3749	4.7623
Si	6.8598	1.4226	4.7567
Si	4.1759	4.059	4.8308
Si	9.5535	4.0731	4.766
Si	1.4401	6.7793	4.8522
Si	6.8214	6.8698	4.784
Si	4.1553	9.451	4.7555
Si	9.5912	9.4962	4.7746
Si	2.7049	-0.1291	5.9408
Si	8.1343	-0.0638	5.9943
Si	-0.1206	2.6602	6.1663
Si	5.6206	2.7971	6.2716
Si	2.7845	5.3002	6.2797
Si	8.2236	5.5252	6.0818
Si	0.0221	8.1298	6.2117
Si	5.4908	8.1461	6.2873
Si	4.2941	1.07	7.092
Si	9.6223	1.0148	7.4227
Si	1.12	4.0799	7.542
Si	6.8477	4.458	7.6651
Si	4.2126	6.6358	7.6351
Si	9.8919	6.4586	7.4734
Si	1.1009	9.8011	7.4371
Si	6.5793	9.9076	7.4575
O	5.5858	5.692	8.5063
O	0.0457	0.1002	7.4943
O	3.2058	12.6941	8.0772
O	5.1434	7.4465	10.6268
O	1.3712	9.6305	25.0353
O	6.6616	4.2649	24.6928
O	7.2428	9.3572	25.0305
O	-0.1007	7.0351	21.3487
O	7.4005	9.8682	8.8598
O	0.1016	5.334	7.8633
O	1.2784	9.3783	9.0262
O	7.881	4.3042	8.9549
O	9.2079	6.6885	8.9663
O	5.2169	-0.1316	7.7011
O	3.3201	7.2346	8.9013
O	9.0135	1.1367	8.9214
O	5.336	-0.5276	23.7914
O	8.762	3.3204	23.4943
O	10.8263	5.816	23.8329
O	4.4121	5.6164	23.9626
O	9.2582	7.2871	25.0284
O	3.5073	1.6101	24.008
O	3.4887	8.3743	23.9844
O	10.1643	-0.015	24.1443
Si	10.5759	2.2725	13.8108
Si	2.4761	13.0728	9.4507
Si	7.1369	8.0998	14.2238
Si	9.5064	1.5961	20.2886
Si	2.1772	5.9286	12.3501
Si	-0.622	4.9147	12.4962
Si	9.9421	5.9215	17.9055
Si	4.3329	-1.5512	22.9974
Si	1.198	8.1952	18.1885
Si	6.2108	3.5528	15.7105
Si	5.8398	-2.5971	20.4574
Si	14.8225	3.8066	11.4288
Si	7.7025	0.3911	9.7439
Si	5.7864	6.0095	10.2553
Si	-0.1053	8.5942	20.8441
Si	3.2912	3.2565	20.5967
Si	9.0715	3.9528	22.0014
Si	8.5831	5.4963	9.9044
Si	7.5997	-0.9793	16.4897
Si	3.6799	-6.7701	14.2811
Si	8.2462	-1.0301	19.4707
Si	8.2721	-0.8895	12.5412
Si	1.6523	2.3542	16.0059
Si	11.3031	10.3025	13.1201
Si	4.916	8.9391	15.8372
Si	-0.0506	0.0565	22.6782
Si	8.4884	5.4977	15.0927
Si	1.9618	10.0946	15.7453
Si	13.7849	11.9158	22.621
Si	1.8457	-0.7717	10.3552
Si	0.4031	5.8144	22.3096
Si	3.1708	4.9451	23.0996
Si	4.1223	7.1243	18.1754
Si	0.7638	3.3385	18.8249
Si	18.656	12.1633	14.5997
Si	-3.3251	5.7009	20.1273
Si	3.5894	-3.0339	10.4173
Si	5.3591	-6.7525	18.6196
O	8.6762	2.8672	20.8521
O	8.0318	-2.082	15.3737
O	11.2311	9.4997	22.1392
O	12.1884	11.9366	22.8991
O	4.4138	3.1548	19.4403
O	1.7605	11.773	10.1161
O	14.6108	2.5762	10.4397
O	-5.7944	8.4994	21.9189
O	5.1604	4.7293	10.9852
O	9.3531	9.0248	20.2889
O	7.6827	-6.7237	15.6475
O	1.1566	9.6558	14.3944
O	1.457	3.3433	8.9969
O	1.0268	9.8203	11.7084
O	9.59	4.941	11.0309
O	-2.3853	0.5757	19.4664
O	6.5049	1.3668	9.9268
O	6.7795	-3.9021	20.4621
O	5.7818	3.3837	17.2702
O	3.2932	-0.5407	22.2734
O	-1.1775	9.8466	13.1955
O	8.2529	-1.4562	17.8983
O	-7.4296	9.6607	15.5634
O	3.1529	1.7867	21.2589
O	-7.5708	-1.4227	10.4611
O	6.6715	4.5355	19.5027
O	2.7973	14.1942	15.2826
O	-3.6164	6.178	10.6616
O	10.9089	3.4157	12.6959
O	8.1496	0.4873	16.0128
O	11.9454	8.8631	19.6739
O	2.9149	5.5532	13.7839
O	9.376	5.1995	13.7722
O	-2.7731	5.2505	21.6059
O	1.609	2.769	17.5658
O	4.5311	5.5658	18.3538
O	11.1651	13.6174	15.2806
O	11.3771	0.9861	13.2314
O	10.7482	2.1261	19.3793
O	7.5846	-2.3784	12.7224
O	2.0368	5.9242	22.4319
O	7.3479	0.1144	13.4719
O	10.6533	4.4028	21.7878
O	7.3685	6.5333	14.5422
O	5.552	8.4525	14.4163
O	12.2471	-1.572	17.0571
O	10.8392	7.2652	17.9502
O	-4.5476	2.1307	14.9228
O	2.3182	3.9288	24.0931
O	8.9739	13.0223	14.0041
O	-1.5215	-5.0215	16.3598
O	8.4457	-0.3298	11.0552
O	8.7459	6.0423	19.0052
O	5.0872	15.452	15.0118
O	16.8934	9.974	16.5816
O	3.8369	4.2297	21.796
O	10.8228	4.6105	18.3197
O	6.7675	9.646	20.1241
O	11.5069	6.0328	12.5173
O	15.6058	8.114	19.3524
O	2.5431	4.7341	11.3027
O	2.5023	-3.712	18.1652
O	4.7277	7.6031	16.7496
O	4.0472	14.224	12.9521
O	2.6953	7.3022	11.6397
O	1.8649	3.7628	19.9669
O	-0.9962	0.7856	21.6164
O	12.9016	0.7677	15.9318

Results
free energy: -137504.823 eV
free energy less fixed offsets of O -568.88, Si -635.61 eV per atom: 3.877 eV

Forces (eV/angstrom), in the order of the atoms: element, x, y, z
Si	-0.0014	0.0005	0.016
Si	0.0013	-0.0104	-0.009
Si	-0.003	-0.0064	0.0154
Si	-0.0064	0.0124	-0.0206
Si	-0.025	-0.0028	-0.0466
Si	0.0111	0.0212	0.0348
Si	-0.0056	0.0042	-0.0061
Si	-0.0025	0.004	0.0082
Si	0.0046	-0.002	-0.0057
Si	-0.0031	-0.0014	0.0108
Si	-0.0014	0.003	-0.0049
Si	0.0084	-0.0067	0.0082
Si	0.015	0.0013	0.0121
Si	-0.0065	-0.0125	-0.0087
Si	-0.0046	0.0049	0.0157
Si	-0.0033	0.0032	-0.0051
Si	0.0009	0	-0.0068
Si	0.004	-0.0021	0.0091
Si	-0.0052	-0.0017	0.0056
Si	0.0004	0.0003	0.0048
Si	0.0036	-0.0057	0.0019
Si	-0.0056	0.0042	0.0063
Si	-0.0029	0.0039	0.0134
Si	0.0005	-0.0017	0.0077
Si	0.2506	0.0945	-0.0336
Si	-0.0223	0.6842	-0.0557
Si	-0.2415	0.125	-0.3422
Si	-0.0395	-0.4367	0.0076
Si	-0.5042	-0.3567	0.1467
Si	-0.1407	-0.2567	0.2191
Si	0.5659	0.4171	0.2669
Si	-0.0213	0.3251	-0.0659
Si	0.0614	-0.0093	-0.0811
Si	-0.1302	-0.1141	0.0286
Si	0.1797	0.0655	-0.0669
Si	0.117	0.0724	0.0722
Si	-0.1229	-0.1122	0.0386
Si	-0.132	-0.1379	-0.0279
Si	0.0401	0.06	0.0611
Si	0.2077	0.1389	-0.0536
Si	-0.0187	-0.0154	-0.0435
Si	0.0169	-0.0041	-0.0456
Si	-0.1007	0.0332	0.0157
Si	-0.0137	-0.0154	0.0179
Si	-0.0731	0.0806	-0.0359
Si	0.0324	0.0264	-0.0358
Si	0.0704	-0.0566	0.0052
Si	-0.0579	0.0246	0.0114
Si	0.0223	-0.0417	-0.005
Si	-0.0073	0.0239	-0.012
Si	0.0031	-0.0438	0.0443
Si	0.0161	-0.011	0.0188
Si	0.0695	-0.0052	-0.0141
Si	0.0785	-0.0539	0.0031
Si	0.0276	-0.0204	0.0356
Si	-0.0647	0.0381	0.0541
Si	-0.1138	-0.0785	0.0233
Si	-0.0775	-0.103	-0.0235
Si	0.0586	0.0735	0.0112
Si	0.0555	0.0259	-0.0071
Si	-0.1774	-0.0691	-0.0349
Si	-0.0989	0.0385	0.0183
Si	-0.069	0.0614	0.0631
Si	0.1843	0.0958	-0.0031
Si	-0.1846	-0.1821	-0.1063
Si	-0.0641	0.0551	0.1876
Si	0.1322	-0.0368	0.2235
Si	0.1102	0.1357	-0.6049
Si	0.1692	-0.0106	0.316
Si	-0.0247	0.0408	0.1371
Si	0.1102	-0.613	-0.1492
Si	-0.0253	-0.0474	-0.2372
Si	0.013	-0.0041	-0.0024
Si	0.0287	0.0002	-0.0205
Si	0.0093	-0.0004	-0.0125
Si	-0.0017	0.0062	0.0102
Si	0.0064	-0.0056	-0.0065
Si	0.0015	-0.0111	0.0076
Si	-0.0027	0.0073	0.0016
Si	0.0103	-0.0051	-0.0117
Si	-0.0274	-0.0052	-0.0227
Si	-0.0175	-0.0089	-0.0202
Si	-0.0062	0.022	-0.0137
Si	-0.0184	0.0137	-0.0024
Si	-0.0626	-0.0442	-0.0031
Si	-0.0041	0.0002	-0.031
Si	0.0212	0.0581	-0.0219
Si	-0.0203	-0.0441	0.0006
Si	-0.0158	0.0099	0.0331
Si	-0.0247	0.0395	0.1319
Si	0.0008	0.0248	-0.0546
Si	-0.007	0.0126	-0.0011
Si	0.0681	0.0328	0.0229
Si	-0.0134	-0.0695	0.0457
Si	-0.0244	-0.0226	0.0012
Si	0.07	-0.0095	0.0206
O	-0.0119	0.0034	-0.0283
O	0.0132	-0.0222	-0.0024
O	0.0096	0.0252	0.0881
O	-0.0052	0.0165	0.0135
O	0.005	0	-0.0039
O	0.0118	-0.0058	-0.0031
O	-0.0033	0.0094	-0.0066
O	-0.0001	0.0007	-0.0049
O	-0.0249	0.0857	0.0479
O	0.0097	0.0037	0.0102
O	0.0073	0.0144	0.0101
O	0.0147	0.0009	0.0271
O	0.0021	0.0077	-0.0013
O	-0.0377	0.0275	0.0301
O	-0.0048	0.0067	0.0139
O	-0.1199	-0.06	0.0163
O	0.0001	0.0006	-0.0032
O	0.0002	-0.0007	0.0005
O	-0.0019	0.009	0.0306
O	-0.0099	-0.0024	-0.0176
O	0.0144	-0.0128	-0.0032
O	-0.0005	-0.0033	-0.0086
O	0.0034	0.0008	-0.0059
O	-0.0033	0.003	-0.0117
Si	0.0055	0.0024	-0.001
Si	0.0831	-0.0327	0.0071
Si	-0.008	-0.0022	0.0071
Si	0	0.0008	0.012
Si	0.0069	0.0068	-0.0053
Si	-0.0049	0.0027	-0.0073
Si	0.0001	0.0025	0.0102
Si	0.0028	-0.0018	0.0098
Si	0.0025	-0.0023	0.0002
Si	-0.0032	0.0058	0.0084
Si	0.0006	-0.0015	0.0151
Si	0.0334	-0.0257	-0.0342
Si	0.0348	0.0155	-0.0855
Si	0.014	0.0117	-0.0094
Si	0.0003	-0.0001	0.0113
Si	-0.0016	-0.0013	0.0106
Si	0.0021	-0.0012	0.0083
Si	-0.0037	0.0048	-0.0247
Si	-0.0008	-0.0013	0.0131
Si	-0.0024	0.0065	-0.0013
Si	-0.0002	-0.002	0.0062
Si	-0.006	-0.0151	0.0461
Si	0.0231	-0.0031	0.0122
Si	0.0058	0.0043	-0.0043
Si	-0.0332	0.0013	0.0316
Si	-0.0025	0.0021	0.0099
Si	0.0018	-0.0058	0.0062
Si	0.0416	0.0292	0.0269
Si	-0.0022	0.0006	0.0105
Si	-0.0174	0.0075	-0.0207
Si	-0.0015	0.002	0.0108
Si	-0.0026	0.0031	0.0111
Si	-0.0218	-0.001	-0.0132
Si	-0.0016	0.002	0.0075
Si	0.0002	0.0085	0.0141
Si	-0.0003	0.0009	0.0071
Si	0.0021	-0.021	-0.0297
Si	-0.0047	0.0003	0.0099
O	0.0005	0.0031	-0.0018
O	-0.0013	0.0011	-0.0047
O	-0.0024	0.001	-0.0056
O	0.003	0.0003	-0.0046
O	0.0022	0.0051	-0.0073
O	0.0559	0.0595	-0.0262
O	-0.1075	-0.0088	-0.0106
O	0.0028	0.0008	-0.0097
O	-0.0652	-0.0679	0.0399
O	-0.0022	0.0036	-0.0065
O	0.0045	0.0103	-0.0033
O	0.0011	0.0047	0.0033
O	0.0058	-0.0082	0.0409
O	0.001	0.006	0.0032
O	-0.0045	-0.0013	0.0064
O	-0.0001	-0.0022	-0.0056
O	0.1602	-0.1148	-0.0618
O	-0.003	0.0034	-0.0073
O	-0.0003	0.0018	-0.0055
O	-0.0031	0.0032	-0.0046
O	-0.0021	0.0025	-0.0059
O	-0.0032	0.005	-0.0009
O	-0.0171	-0.0166	0.023
O	-0.001	0.0015	-0.0029
O	0.0044	0.0082	0.0094
O	0.0028	0.0062	-0.0014
O	-0.0266	-0.0156	0.0164
O	0.0049	-0.0017	0.0108
O	-0.0001	-0.0028	0.0081
O	-0.0037	0.0003	-0.007
O	0.0005	-0.0016	-0.0099
O	-0.003	0.0019	-0.0091
O	-0.0055	0.0011	0.0079
O	0.0002	0.0007	-0.0051
O	-0.0029	-0.0051	-0.0244
O	-0.0089	0.0209	-0.0122
O	0.0013	-0.0017	-0.007
O	-0.0042	0	0.0054
O	0.0033	0.0057	-0.007
O	-0.0028	0.0092	0.003
O	0.0023	-0.002	-0.0058
O	0.0091	-0.0115	-0.0148
O	-0.0033	0.0005	-0.0043
O	0.0004	0.0124	-0.0037
O	0.008	-0.0011	0.0014
O	0.0144	0.0016	-0.0123
O	0.0134	0.0068	-0.0016
O	0.005	-0.0007	-0.0035
O	0.0006	0.0054	-0.0062
O	-0.0012	-0.0051	-0.0013
O	-0.0009	-0.0043	-0.0005
O	-0.0619	0.0721	-0.0683
O	-0.0015	-0.0006	-0.0056
O	0.0005	-0.0044	-0.0013
O	-0.0206	-0.0186	-0.0133
O	0.0008	-0.0026	-0.0085
O	0.0006	-0.0026	-0.0025
O	-0.0003	-0.0026	-0.0051
O	0.0031	-0.0004	0.0028
O	-0.003	-0.0039	-0.0119
O	0.0063	0	0.0089
O	0.0364	0.0118	-0.013
O	-0.0145	0.0347	0.007
O	0.0028	0.0163	-0.0664
O	-0.0059	-0.0138	0.0126
O	0.0009	-0.0009	-0.0036
O	0.0025	-0.001	-0.0018
O	-0.0012	-0.0342	-0.0051

The program warned: the cutoff lies below the one the program advises for these potential files; the forces do not sum to zero within the program's tolerance; the exchange-correlation potential is rough where the density is thin.
